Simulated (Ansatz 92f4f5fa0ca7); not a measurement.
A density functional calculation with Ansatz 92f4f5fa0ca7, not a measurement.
Periodic cell of 189 atoms, Si117O72, from a study of silicon, its oxide and their interface. The atomic structure is a simulated model.

Settings
functional: r2SCAN
potential files: Ansatz norm-conserving
basis: plane waves
wave-function cutoff: 1300 eV
density cutoff ratio: 4
exchange-correlation grid ratio: 1
k mesh: 2 x 2 x 1, shifted by 0.5 0.5 0.5 of a step
self-consistency stop: 5e-08 eV per atom in the density residual
occupations: Fermi-Dirac, 0.05 eV
spin: none
net charge: 0

Cell vectors (angstrom)
a 11.5403 0 0
b 0 11.5403 0
c 5.7245 4.1423 27.1257

Atoms: element, x, y, z (angstrom)
Si 10.6265 -1.1957 0.9962
Si 10.9824 3.02 0.6256
Si 10.8798 6.2376 0.6356
Si 2.8882 -0.4308 0.4656
Si 3.4054 2.8609 0.2742
Si 3.2147 6.7778 1.0795
Si 6.6409 -0.9487 1.0666
Si 6.9464 3.1774 0.5884
Si 6.8405 6.3119 0.7317
Si 1.1551 -1.207 2.1146
Si 1.4026 2.7558 1.9601
Si 1.1435 6.749 2.1352
Si 4.6842 -0.902 2.2542
Si 5.0839 3.0169 2.0881
Si 5.1082 6.6519 2.3417
Si 8.6703 -1.2042 2.2054
Si 8.9307 2.7144 1.8945
Si 8.8783 6.677 1.9187
Si 1.1918 0.8152 3.3776
Si 1.2499 4.7298 3.4192
Si 1.1218 8.5469 3.5905
Si 4.9588 1.0323 3.4735
Si 5.0501 4.7643 3.645
Si 4.9382 8.6439 3.5382
Si 8.8164 0.8292 3.3731
Si 8.894 4.7076 3.3327
Si 8.7965 8.4472 3.4864
Si 10.7602 0.8665 4.7411
Si 10.8031 4.6952 4.7785
Si 10.7025 8.5497 4.8448
Si 3.0466 0.9065 4.8355
Si 3.0801 4.749 4.9261
Si 3.0496 8.5462 4.8913
Si 6.926 0.8987 4.7892
Si 7.0363 4.7232 4.8728
Si 6.8949 8.5701 4.8277
Si 10.7426 -1.0516 6.1751
Si 10.746 2.761 6.1487
Si 10.7529 6.6403 6.1998
Si 3.0673 -1.0552 6.1894
Si 3.0562 2.7912 6.2098
Si 3.0606 6.6837 6.2764
Si 6.9324 -1.053 6.1722
Si 6.9763 2.7761 6.1784
Si 6.9313 6.687 6.2147
Si 1.1406 -1.0847 7.5447
Si 1.1143 2.7673 7.5143
Si 1.1149 6.7209 7.5945
Si 5.0087 -1.0916 7.5369
Si 5.0316 2.7569 7.4907
Si 5.0093 6.7219 7.5907
Si 8.8407 -1.084 7.573
Si 8.8541 2.734 7.5737
Si 8.8383 6.6764 7.5955
Si 1.2091 0.842 8.8587
Si 1.0855 4.7232 8.7886
Si 1.1226 8.6195 9.0547
Si 5.077 0.8297 8.8492
Si 4.9777 4.7116 8.755
Si 5.0056 8.6167 9.05
Si 8.8479 0.7998 8.9578
Si 8.7572 4.7028 8.8697
Si 8.8905 8.5808 9.0519
Si 10.8546 0.7451 10.2186
Si 10.7176 4.7835 10.1342
Si 10.7893 8.6318 10.5454
Si 3.1712 0.9119 10.1807
Si 3.0455 4.7194 10.0407
Si 3.0565 8.6821 10.4416
Si 6.9078 0.6915 10.3369
Si 6.7898 4.6924 10.2064
Si 6.9679 8.5911 10.4367
Si 10.9853 10.6661 11.9674
Si 10.8061 2.7772 11.2481
Si 10.6264 6.5352 11.7144
Si 3.2449 -0.7427 11.801
Si 3.0799 2.8619 11.4275
Si 2.9246 6.5272 11.4559
Si 7.1007 10.4335 11.9965
Si 6.7302 2.6935 11.4812
Si 6.7069 6.5906 11.659
Si 1.4411 -0.1761 13.2503
Si 1.1189 2.8528 12.628
Si 1.0738 5.9365 12.8086
Si 5.1475 10.7455 13.3355
Si 4.8626 3.1111 12.9393
Si 4.6794 6.2241 12.9778
Si 9.1226 -0.2153 13.2893
Si 8.8307 2.7422 12.3524
Si 8.6021 5.8573 12.8107
Si 8.4016 5.6758 15.7913
Si 7.2945 10.0022 18.0397
Si 3.0869 9.8872 15.4856
Si 12.6326 6.2479 20.3734
Si 8.7425 9.3289 25.7564
Si 11.4555 5.2983 26.3376
Si 13.8347 3.8454 19.8671
Si 9.9569 9.9318 18.8046
Si 13.8874 5.5049 17.7258
Si 8.7703 7.4153 17.914
Si 4.5574 5.7695 19.4177
Si 4.5888 -0.0976 17.7194
Si 2.5333 6.9654 15.1355
Si 7.2922 5.0474 18.2422
Si 8.2547 2.8892 16.5614
Si 14.8362 0.9741 20.417
Si 9.2365 11.5071 16.4116
Si 14.7283 7.9834 20.7759
Si 12.0979 8.919 20.6323
Si 15.8369 0.5299 23.1541
Si 16.9542 2.2542 25.2849
Si 10.8294 2.6822 25.7427
Si 13.956 10.2867 22.0825
Si 5.6642 1.5866 15.2973
Si 17.4961 4.9051 26.3678
Si 10.627 11.4971 25.7975
Si 17.8166 11.1524 25.0097
O 16.7429 10.9136 26.2054
O 18.236 1.2123 25.1635
O 12.0867 11.158 26.434
O 11.3427 2.3381 -0.8983
O 9.9246 5.5459 26.9426
O 6.2462 -1.863 -0.2628
O 9.5106 11.8871 26.9552
O 13.9533 2.3275 20.3543
O 12.1995 6.7407 26.1723
O 17.0785 11.0809 23.5558
O 6.0507 5.1776 19.2567
O 11.4747 7.3798 20.6908
O 7.439 10.0194 25.042
O 11.3271 4.158 25.1562
O 7.1213 4.7774 0.2393
O 8.9004 7.6942 25.8307
O 3.5935 -1.1781 -0.8221
O 1.3219 6.9925 14.0489
O 15.2329 4.6405 20.2212
O 9.2241 13.1276 16.6791
O 1.0841 4.3504 13.4104
O 8.4028 10.3182 19.2314
O 19.0273 4.77 26.9375
O 5.1232 4.6854 13.2982
O 2.5942 8.3996 15.8783
O 4.6058 2.5074 14.4723
O 1.2003 1.4724 13.5915
O 6.9872 2.4653 15.6322
O 9.97 8.3413 18.4486
O 8.974 1.444 13.3864
O 9.5243 11.0205 14.8875
O 15.458 5.916 17.9304
O 10.2981 10.8506 17.4854
O 9.0314 4.1616 15.8662
O 2.0574 5.7961 16.1768
O 10.0209 10.1293 25.1036
O 8.1997 6.3209 14.3383
O 7.012 5.5864 16.6977
O 5.1319 1.0536 16.7241
O 14.4402 11.21 23.3415
O 3.9905 6.7411 14.4056
O 8.4151 6.1011 18.8355
O 8.8419 4.2392 13.0685
O 12.4242 4.7163 27.5362
O 13.5734 8.7747 19.8603
O 12.5611 4.621 20.5973
O 3.4725 10.6013 16.9021
O 7.7806 3.4852 18.0439
O 7.7588 10.8908 16.755
O 5.7575 10.44 18.3068
O 11.091 10.0134 19.9563
O 15.1321 9.1346 21.8632
O 1.8773 10.6854 14.71
O 3.9722 0.6806 18.9891
O 7.4407 8.3917 17.7442
O 13.8401 -0.227 20.8168
O 12.5 9.5365 22.1238
O 16.4198 4.4955 27.5328
O 17.3508 3.8382 25.1264
O 5.9154 0.362 14.2478
O 9.3353 6.7948 16.5179
O 13.662 3.9509 18.2234
O 12.9737 6.3886 18.7603
O 15.9627 1.0466 21.6083
O 10.7497 1.3054 24.8406
O 15.8748 1.8381 24.1296
O 2.9126 5.371 0.2543
O 16.0393 7.2719 20.1011
O 13.859 6.7353 21.368
O 4.3907 9.787 14.4836
O 10.8606 4.6295 0.3462
O 10.5396 -2.1094 -0.3813

Results
free energy: -47200.363 eV
free energy less fixed offsets of O -463.61, Si -117.95 eV per atom: -20.293 eV
pressure: -1.46 GPa
stress xx, yy, zz, yz, xz, xy (GPa, positive in tension): 1.22, 1.46, 1.69, -0.24, -0.07, -0.62

Forces (eV/angstrom), in the order of the atoms: element, x, y, z
Si -0.1688 0.2303 -0.3523
Si 0.1238 0.3395 0.0856
Si -0.0971 -0.1432 -0.4977
Si -0.0833 -0.9425 0.1497
Si -0.0972 0.0113 0.4603
Si 0.2762 -0.0019 -0.7051
Si -0.2416 0.0416 -0.5869
Si 0.2418 0.522 0.1007
Si 0.083 0.0691 -0.5538
Si 0.1365 0.0488 -0.5012
Si -0.0417 0.2415 -0.5756
Si -0.1104 -0.0351 -0.0457
Si -0.0716 0.164 -0.2913
Si -0.0794 0.1084 -0.6413
Si 0.1819 -0.0106 -0.196
Si 0.0004 0.089 -0.166
Si -0.0225 0.0804 -0.4129
Si 0.0273 -0.2037 -0.1818
Si -0.0215 0.2343 -0.0613
Si 0.1708 -0.3541 -0.1467
Si -0.0044 0.0281 -0.225
Si -0.008 0.1524 0.1322
Si -0.0437 -0.1654 0.0959
Si -0.1683 0.1618 -0.1455
Si 0.0393 0.2891 -0.0028
Si -0.0681 -0.1782 -0.1128
Si 0.0347 -0.0862 -0.0974
Si 0.0138 -0.1285 -0.0628
Si -0.0261 0.1708 -0.1676
Si 0.0234 0.0962 0.2004
Si -0.0038 -0.0692 -0.0295
Si -0.0185 0.0546 -0.1471
Si 0.0432 -0.1333 0.0509
Si -0.0025 -0.0245 -0.0389
Si 0.1093 0.0714 -0.1393
Si 0.0046 0.0576 0.1363
Si 0.0328 0.0765 -0.0146
Si 0.0276 -0.0299 -0.1457
Si 0.0083 -0.0807 -0.0561
Si 0.1029 0.0328 0.0319
Si -0.0953 -0.0893 0.0084
Si 0.0047 0.0712 0.0458
Si 0.0919 0.0341 0.0132
Si 0.0032 -0.0322 -0.0097
Si -0.1205 -0.0053 0.0583
Si 0.0108 0.0355 -0.0522
Si 0.01 0.0312 -0.052
Si 0.1253 -0.0689 -0.003
Si -0.1514 -0.0236 -0.0219
Si 0.0712 0.0324 -0.0834
Si 0.0104 -0.0959 -0.0179
Si -0.0491 0.0322 0.0364
Si -0.0741 0.0491 0.0688
Si 0.0543 0.0351 0.0664
Si -0.0774 -0.1205 0.0347
Si -0.0829 0.1322 0.0337
Si 0.0199 0.0954 0.0121
Si 0.0513 -0.1386 0.0461
Si 0.053 -0.0228 0.1073
Si 0.0878 0.0948 0.0528
Si 0.102 -0.1256 0.0759
Si 0.0476 0.0761 0.0121
Si 0.0244 0.0691 -0.0289
Si 0.0652 -0.1319 -0.2657
Si 0.0068 0.1141 -0.3079
Si -0.0183 0.0567 0.1526
Si -0.0401 -0.0701 -0.2325
Si 0.1392 0.0304 -0.2458
Si 0.0683 0.139 0.1894
Si -0.1511 -0.0605 -0.0705
Si -0.2724 -0.0246 -0.0627
Si 0.0488 -0.0088 0.132
Si -0.0236 -0.0097 0.0471
Si 0.1585 0.0097 0.0474
Si 0.0088 -0.1494 0.1779
Si -0.0207 -0.1466 0.0984
Si 0.1168 0.0315 0.1803
Si 0.0888 -0.0766 0.2226
Si 0.023 0.1036 0.0323
Si -0.2689 0.0445 0.1
Si -0.0041 -0.0678 0.096
Si 0.0508 0.3445 0.4525
Si -0.1504 0.1275 0.883
Si -0.1596 -0.1273 0.4511
Si 0.0479 -0.3546 0.304
Si 0.1541 0.3374 0.4647
Si -0.2938 -0.075 0.2124
Si 0.1384 0.4144 0.5173
Si -0.0263 0.3082 1.2333
Si 0.0242 -0.3 0.5804
Si 0.0666 0.1329 0.1208
Si -0.2545 -0.1237 0.004
Si -0.0559 0.1763 0.1366
Si -0.019 0.0901 -0.0401
Si -0.1805 0.158 -0.2634
Si 0.3909 0.1929 0.1217
Si 0.0513 -0.3152 -0.0051
Si 0.1028 -0.1134 -0.0912
Si 0.0099 0.0483 -0.1939
Si 0.0947 -0.1034 -0.1179
Si 0.4004 -0.0102 -0.1422
Si 0.0395 -0.0719 0.2903
Si 0.0574 -0.0379 -0.0149
Si 0.0235 0.0447 0.1246
Si 0.1641 0.1549 0.1318
Si 0.1415 -0.0676 -0.017
Si -0.1108 0.0434 0.3186
Si 0.3168 0.0742 0.1246
Si -0.174 0.3396 0.0974
Si 0.0855 -0.012 0.1261
Si -0.0354 -0.2835 -0.3313
Si 0.0581 -0.4032 -0.1179
Si 0.057 0.1727 0.206
Si 0.1329 0.128 0.333
Si -0.1083 0.208 0.0549
Si -0.0369 -0.0367 -0.1005
Si 0.0088 -0.0403 -0.2602
O 0.1281 -0.0463 0.4325
O -0.3797 -0.0685 0.0921
O -0.2222 -0.0931 0.4134
O 0.0788 -0.289 0.4902
O -0.2898 0.113 -0.1538
O -0.2519 0.3461 0.0827
O -0.1476 -0.2927 0.3443
O 0.054 0.1422 -0.0721
O -0.154 -0.3179 0.5474
O -0.2134 0.2643 0.2774
O -0.1554 0.1077 -0.1262
O 0.4537 0.0337 -0.0486
O 0.224 -0.0659 0.3158
O -0.1232 0.0114 0.5401
O -0.2984 -0.2392 0.3457
O 0.1317 -0.1172 0.8186
O 0.0186 0.1956 0.3584
O 0.1949 -0.3197 0.0132
O -0.2269 0.0988 -0.1441
O -0.2067 -0.1766 -0.2149
O 0.1134 0.2469 -0.6635
O 0.1964 -0.1391 -0.3699
O 0.2276 -0.1349 -0.1548
O -0.2896 0.004 -0.1921
O 0.0696 -0.0572 -0.2027
O 0.2309 -0.1647 -0.4958
O 0.0843 -0.4913 -0.6355
O -0.0781 -0.1893 -0.0888
O -0.246 0.2143 0.0383
O -0.1826 -0.3891 -0.357
O -0.218 0.1272 -0.4577
O -0.332 -0.141 0.2652
O -0.3001 -0.1003 0.0305
O -0.3392 0.0079 -0.0224
O 0.2899 0.2921 -0.0806
O -0.0485 0.17 0.4335
O 0.1041 -0.227 -0.2516
O 0.4216 -0.1531 0.0905
O 0.0771 -0.0207 -0.3054
O 0.2215 -0.0065 -0.441
O -0.0447 -0.1221 -0.1137
O -0.1687 0.0653 -0.3162
O -0.1073 0.2023 -0.2713
O -0.2049 -0.1425 -0.2578
O -0.1323 -0.2045 0.2996
O 0.2644 0.2688 -0.204
O 0.0325 -0.1086 -0.4518
O -0.0375 0.1321 -0.3769
O 0.1906 0.054 0.0517
O 0.0471 0.1692 -0.2351
O 0.0665 -0.2791 -0.0044
O -0.4168 -0.0917 -0.2998
O 0.0056 0.1004 -0.3203
O -0.0336 -0.0718 -0.0223
O 0.3059 0.1703 0.1484
O 0.1179 -0.0959 0.1774
O 0.2308 -0.1331 -0.4497
O 0.2807 -0.2445 -0.2389
O 0.0358 0.1221 0.486
O -0.2063 -0.0638 -0.0363
O -0.3849 -0.1009 0.2434
O 0.1081 0.4686 0.3949
O 0.1092 -0.2165 0.181
O -0.3821 -0.1848 0.0631
O -0.072 0.0231 0.6477
O 0.3148 -0.2142 0.1659
O 0.1647 0.1187 -0.112
O -0.4118 -0.174 -0.022
O -0.129 0.1193 -0.3387
O 0.1655 0.4359 -0.1814
O 0.1123 -0.0824 0.1663
O 0.2129 0.2845 0.3422
